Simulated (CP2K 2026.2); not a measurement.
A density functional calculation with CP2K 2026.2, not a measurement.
Periodic cell of 439 atoms, Si320O119, from a study of silicon, its oxide and their interface. The atomic structure is a simulated model.
Doubt: the forces sum to 1.40 eV/angstrom along one axis rather than to zero, so they err by at least 0.0032 eV/angstrom per atom on average; the grid cutoff is modest.

Settings: functional PBE; method Gaussian and plane waves; basis set DZVP-MOLOPT-SR-GTH; pseudopotentials GTH-PBE; grid cutoff 350 Ry, relative cutoff 50 Ry; k points Gamma only; occupations fixed; spin none; net charge 0.

Cell vectors (angstrom)
a 15.3866 0 0
b 0 15.3866 0
c -2.3888 1.8012 33.8328

Atoms and the computed forces on them: element, x, y, z (angstrom), force x, y, z (eV/angstrom)
Si 12.9904 14.7032 29.2488 -0.0348 -0.2999 0.6218
Si 12.9775 3.9425 29.192 0.0965 -0.0824 0.7408
Si 13.0086 7.0832 28.8878 -0.0634 0.2905 0.7447
Si 13.0209 12.2361 29.1859 0.0931 0.2321 0.7404
Si 1.4457 14.7919 29.2238 0.0134 -0.3152 0.5659
Si 1.4919 3.9658 29.1785 -0.0327 -0.1027 0.7224
Si 1.4445 7.117 29.049 0.0723 0.2263 0.7272
Si 1.5468 12.3293 29.1011 -0.0327 0.132 0.7011
Si 5.2002 16.0623 29.1291 -0.0022 0.1559 0.6136
Si 5.2426 3.0732 29.2482 0.1295 -0.1826 0.6562
Si 5.3197 8.431 29.1297 -0.0061 0.0067 0.0643
Si 5.2746 10.8491 29.1594 0.0325 -0.0475 0.0126
Si 9.0128 15.5766 29.0406 0.0504 -0.1859 0.7838
Si 9.2486 3.3305 29.0509 -0.1708 0.2214 0.7627
Si 9.1717 8.2433 29.175 0.0769 0.0141 -0.0173
Si 9.6332 10.6015 29.0278 0.2015 -0.3952 0.5545
Si -0.478 15.2205 30.5117 -0.023 -0.0196 -0.0325
Si -0.4553 3.7427 30.4666 0.0021 0.0204 -0.0406
Si -0.4979 7.5217 30.2984 0.0182 -0.0068 -0.0609
Si -0.3876 11.5728 30.2846 0.0081 -0.0108 -0.0892
Si 3.3731 15.3464 30.4508 -0.033 -0.0182 0.0255
Si 3.3969 3.742 30.5158 -0.0028 0.009 0.0141
Si 3.392 7.6777 30.3253 -0.0311 -0.0533 0.0095
Si 3.3696 11.5193 30.391 -0.0607 0.058 0.0089
Si 7.1135 15.389 30.3847 0.0014 0.0227 -0.0175
Si 7.25 3.7331 30.3095 0.0123 -0.0116 -0.0756
Si 7.2206 7.7841 30.3888 -0.0352 -0.0244 0.0456
Si 7.1386 11.435 30.4066 -0.4024 0.0495 0.4626
Si 10.9807 15.1977 30.372 0.0108 0.015 -0.0115
Si 11.06 3.6947 30.4908 0.0052 0.0019 -0.0308
Si 11.1287 7.5815 30.3003 0.0286 -0.0962 0.0086
Si 11.2296 11.4213 30.526 0.135 0.0627 -0.0044
Si -0.4761 1.8083 31.7896 -0.001 0.0121 0.0051
Si -0.4758 5.686 31.7918 0.0101 -0.0066 0.0456
Si -0.4333 9.54 31.5917 -0.0029 0.011 -0.0159
Si -0.4464 13.3284 31.8718 -0.0081 0.0099 0.0446
Si 3.305 1.8379 31.8716 0.0184 0.0002 -0.0043
Si 3.4559 5.7524 31.7399 -0.0151 0.0103 -0.0069
Si 3.2981 9.5684 31.7426 0.0838 0.0016 -0.0076
Si 3.481 13.4104 31.8012 -0.0291 -0.0373 -0.0447
Si 7.2248 1.8796 31.8043 -0.0187 0.0232 -0.0024
Si 7.224 5.7337 31.6201 0.0108 -0.0271 -0.0332
Si 7.3012 9.593 31.8658 -0.0615 -0.0298 -0.0659
Si 7.1763 13.4113 31.7007 0.0245 -0.0175 -0.0226
Si 11.0811 1.7398 31.7781 -0.0189 -0.0121 0.0005
Si 11.0319 5.6882 31.7411 -0.0026 0.0177 -0.0014
Si 11.2551 9.4509 31.7865 -0.0644 -0.0401 -0.0098
Si 10.9772 13.3481 31.8294 -0.0076 0.0177 -0.0234
Si 12.9926 1.7933 33.1447 -0.023 -0.008 0.0019
Si 12.9706 5.6748 33.1177 0.0144 -0.0005 -0.0201
Si -2.2586 9.5004 33.1268 0.0347 0.0137 0.0073
Si 12.9605 13.3552 33.15 0.0097 -0.0316 -0.0011
Si 1.4038 1.8282 33.2042 0.0095 0.0115 0.0151
Si 1.4919 5.7155 33.0962 -0.0219 -0.0024 -0.0259
Si 1.4136 9.5376 33.0972 -0.052 0.0001 0.0086
Si 1.5158 13.3752 33.153 -0.008 -0.0211 0.0036
Si 5.288 1.8618 33.153 0.0288 0.0131 -0.0101
Si 5.3594 5.7234 33.0927 -0.0047 -0.0097 0.0096
Si 5.2838 9.5771 33.1029 -0.0259 0.0214 -0.0628
Si 5.3467 13.3948 33.1797 0.005 0.0194 0.0333
Si 9.156 1.8173 33.1441 -0.0093 0.0185 -0.0125
Si 9.1083 5.7103 33.0747 0.0106 -0.0015 0.007
Si 9.2664 9.5262 33.1294 0.0447 0.0135 -0.0154
Si 9.0666 13.381 33.1437 -0.0097 -0.011 0.0113
Si 0.0211 13.5183 11.5637 0.0013 -0.0133 -0.018
Si 0.0233 1.935 11.609 -0.0089 0.0096 -0.0061
Si -0.0037 5.79 11.5595 -0.0046 0.005 -0.009
Si -0.0152 9.6456 11.5738 -0.0059 -0.003 0.0037
Si 3.8415 13.5049 11.5449 -0.0004 0.0023 -0.0065
Si 3.8656 1.9639 11.5777 0.0126 0.0169 -0.0048
Si 3.8273 5.809 11.5513 -0.0011 0.0035 -0.01
Si 3.8325 9.6558 11.5367 0.0076 -0.0086 -0.0145
Si 7.7295 13.5073 11.5156 0.014 0.0044 -0.0068
Si 7.7214 1.9578 11.5355 -0.0208 -0.0143 -0.0098
Si 7.7153 5.809 11.5284 0.0001 -0.0184 -0.0037
Si 7.6795 9.6371 11.5126 0.0006 -0.0012 -0.0077
Si 11.5319 13.5171 11.5752 -0.007 -0.0046 -0.0077
Si 11.589 1.9593 11.5682 0.0042 0.0015 -0.0059
Si 11.5078 5.8046 11.5624 0.0011 0.0142 0.0006
Si 11.5471 9.6674 11.5442 0.0156 0.011 -0.0086
Si 1.9371 13.5232 12.9412 -0.0185 0.0014 0.0385
Si 1.9593 1.9555 12.9722 0.0114 -0.0115 0.0067
Si 1.9099 5.7843 12.9388 -0.0028 -0.0066 0.014
Si 1.9204 9.6037 12.914 0.0059 0.011 -0.0097
Si 5.8033 13.4912 12.8379 -0.0233 -0.0155 -0.0294
Si 5.8137 1.9457 12.911 0.0072 0.0349 -0.0057
Si 5.7841 5.8261 12.8478 -0.0129 0.0038 -0.01
Si 5.7615 9.6779 12.8784 -0.0082 0.0062 0.0037
Si 9.6036 13.5188 12.9468 0.0018 0.0054 0.0207
Si 9.6505 2.0018 12.8847 0.0189 -0.0016 -0.0249
Si 9.5917 5.8029 12.961 0.0108 -0.0159 0.0023
Si 9.6009 9.6266 12.8552 -0.0131 0.0101 -0.0181
Si 13.4761 13.5356 12.9066 -0.0092 0.0129 -0.0195
Si 13.4889 1.8953 12.9881 0.0014 -0.002 0.0257
Si 13.4401 5.7977 12.8865 -0.0009 0 -0.0024
Si 13.4441 9.6914 12.9471 0.013 -0.0046 0.0199
Si 2.0102 15.4328 14.3632 0.0196 0.0047 -0.0015
Si 1.9512 3.8846 14.3414 -0.0017 0.0035 -0.013
Si 1.8639 7.6877 14.3163 -0.0065 0.0179 -0.0295
Si 1.9172 11.5451 14.2217 0.0094 -0.0176 -0.045
Si 5.8431 15.3628 14.2246 0.0164 0.0182 0.0214
Si 5.8383 3.9205 14.2031 0.0064 -0.0117 -0.0279
Si 5.7175 7.7445 14.2026 -0.0107 -0.0127 -0.0452
Si 5.8089 11.6116 14.2329 -0.0031 -0.0038 -0.0195
Si 9.6771 15.5108 14.2604 0.0101 -0.0314 0.0094
Si 9.6091 3.8656 14.3287 0.0099 0.0268 0.0013
Si 9.5727 7.7595 14.285 0.0058 -0.0169 -0.0159
Si 9.5539 11.514 14.2202 -0.0119 0.0025 -0.0101
Si 13.5246 15.3444 14.411 0.0085 0.0271 0.0046
Si 13.4585 3.8767 14.2488 0.0064 -0.0134 -0.0486
Si 13.3904 7.719 14.2403 -0.0028 0.0148 -0.0691
Si 13.4497 11.6652 14.2913 -0.0066 -0.0194 -0.0182
Si 0.1235 15.3871 15.7894 -0.0078 -0.0045 0.0381
Si -0.0253 3.9105 15.6391 -0.0147 -0.004 0.0607
Si -0.1072 7.7262 15.6339 -0.0177 0.015 0.0599
Si 0.0315 11.6056 15.619 -0.0254 0.0018 0.0215
Si 4.0027 15.3561 15.6812 -0.0271 0.0054 0.032
Si 3.9592 3.8511 15.6003 0.0066 -0.0053 0.0631
Si 3.8195 7.6298 15.6168 0.0061 -0.0026 0.0531
Si 3.8627 11.5697 15.5266 -0.0187 -0.0116 0.0094
Si 7.7524 15.502 15.5979 0.0045 0.0108 -0.0278
Si 7.6858 3.9244 15.6963 0.023 0.0334 0.0375
Si 7.6134 7.8518 15.5832 -0.0222 0.0027 0.0157
Si 7.6879 11.6007 15.68 0.0082 0.0145 0.0028
Si 11.5297 15.373 15.7358 0.0233 -0.0302 0.0189
Si 11.5536 3.8455 15.6496 0.024 -0.0068 0.027
Si 11.4821 7.7085 15.6473 0.017 -0.0075 0.0407
Si 11.4496 11.5921 15.5715 0.0195 0.0176 0.0216
Si 0.6328 13.4044 17.0341 -0.1741 0.1561 -0.7571
Si -0.3025 2.0129 16.9769 0.2345 -0.1262 -0.7634
Si -0.4639 5.8138 16.9566 0.2346 0.0477 -0.8219
Si -0.4824 9.6922 16.8696 0.213 -0.0512 -0.8411
Si 3.8156 13.3838 17.0153 0.1335 0.077 -0.6621
Si 4.5802 1.9409 16.8161 0.2921 -0.0804 -0.6768
Si 4.3057 5.7318 16.9653 -0.2643 0.0213 -0.8391
Si 4.0288 9.6249 16.7854 -0.159 -0.0633 -0.7437
Si 8.3171 13.5819 16.8248 0.2928 -0.0566 -0.6029
Si 7.0124 1.9873 16.8915 -0.1908 -0.0324 -0.6741
Si 7.4212 5.9681 16.9031 0.2175 -0.1719 -0.7653
Si 7.1662 9.6908 17.0169 0.3406 0.1129 -0.7674
Si 10.7943 13.421 16.8991 -0.2444 0.1596 -0.6273
Si 11.9131 1.9456 16.9998 -0.2415 -0.0866 -0.7561
Si 11.7814 5.7696 16.9711 -0.2262 -0.0007 -0.7827
Si 11.7551 9.677 16.8911 -0.1245 0.0066 -0.692
Si 2.7881 11.2733 26.4635 0.0195 0.093 0.1596
Si -0.5267 14.0932 19.7152 -0.0728 -0.0262 -0.0303
Si 5.6055 15.4408 21.3946 -0.0345 0.0132 -0.0851
Si 12.6947 10.2098 21.8211 -0.0351 -0.0241 0.0916
Si 11.7704 12.7057 22.5867 0.0931 0.0306 0.0475
Si 10.8043 1.4155 19.8758 0.1106 0.0953 -0.1246
Si 3.7495 2.198 19.893 0.0056 0.0155 -0.169
Si -0.4096 5.9988 22.2461 -0.0183 0.1212 -0.0311
Si 6.2958 13.262 19.1499 -0.1167 -0.0595 -0.1409
Si 9.6305 3.0634 24.0551 0.051 -0.057 -0.0002
Si 7.1661 8.6387 22.4069 0.0174 0.0861 -0.1056
Si 6.9593 9.3182 25.4005 -0.0289 -0.0598 0.1174
Si 8.7362 4.7205 26.3894 0.0443 -0.0336 0.1065
Si 0.9367 6.4303 19.7018 -0.053 0.0593 -0.0874
Si -0.3768 2.8876 22.338 0.0365 -0.0733 -0.0034
Si 9.463 5.5143 19.069 0.0178 0.1277 -0.0392
Si 1.7344 9.3631 18.9739 -0.0255 -0.1083 -0.1568
Si 1.8141 7.6778 23.521 0.1518 -0.0156 -0.0534
Si 12.1544 8.2152 26.1234 0.0662 -0.0006 0.1582
Si 10.3592 13.4521 25.0425 -0.1129 -0.0005 0.0785
Si 11.6244 11.1236 26.7044 -0.0084 -0.0705 0.2753
Si 2.5096 9.8562 21.6816 0.0838 -0.1197 0.0387
Si 13.3373 1.5563 27.111 -0.0014 -0.1148 0.2014
Si 7.739 10.5329 19.9039 0.011 0.0609 -0.1209
Si 3.6747 14.7336 23.704 0.0678 0.114 0.0578
Si 1.0858 1.6194 27.0562 -0.0057 -0.0783 0.169
Si 7.791 14.0943 26.5146 -0.043 0.035 0.1017
Si 9.7936 7.2705 21.5277 0.0892 0.1063 -0.075
Si 4.7848 3.1099 24.3251 0.0073 -0.1573 0.072
Si 3.5301 5.2506 19.9658 0.0369 -0.0419 -0.1085
Si 7.0047 2.481 22.3084 0.0229 -0.0284 0.0412
Si 12.0208 2.2024 22.5398 -0.0945 -0.0346 -0.0454
Si 5.786 4.4836 26.6225 -0.0482 -0.0447 0.0614
Si 2.0051 12.0492 23.6161 0.0191 -0.0188 -0.0609
Si 10.5563 9.8287 19.7785 -0.0132 0.0759 -0.0118
Si 4.3335 7.5147 21.9138 -0.1491 0.0425 0.0035
Si 0.738 1.5537 19.8151 0.0129 0.0789 -0.0841
Si 8.2028 2.7453 19.6634 -0.0921 0.0173 -0.0777
Si 5.4255 15.7903 25.9424 -0.0404 0.0759 0.0827
Si 2.426 8.2551 26.512 0.0143 0.0089 0.0559
Si 5.7071 11.7407 27.0165 -0.0688 -0.3054 0.5875
Si 5.1845 7.4323 27.0225 0.0825 0.4242 0.5501
Si 12.4491 7.3796 23.1379 -0.141 0.0936 0.0246
Si 2.0893 1.9305 24.0921 -0.0635 0.0396 0.0421
Si 9.1413 7.731 26.8958 -0.0509 0.1471 0.6716
Si 11.2984 16.2772 24.9407 -0.0156 -0.0191 -0.0253
Si -0.7753 12.4064 22.2829 -0.1514 0.0152 0.0234
Si 11.7884 13.9536 19.7349 0.1084 -0.0523 -0.0915
Si 0.0037 13.4718 0.6817 0.0061 0.0045 0.0072
Si -0.0134 1.9458 0.6413 -0.0108 -0.0045 0.007
Si 0.0472 5.7838 0.6588 -0.0171 0.0085 0.0116
Si 0.0138 9.627 0.6576 0.0022 0.0018 0.0151
Si 3.8478 13.4833 0.6989 -0.0027 -0.0082 0.0136
Si 3.8428 1.9945 0.6541 0.0094 0.0017 0.0092
Si 3.8462 5.8181 0.6419 0.0165 -0.0025 0.0102
Si 3.8531 9.6441 0.6575 -0.0091 0.0103 0.0126
Si 7.7126 13.5267 0.6843 -0.0017 -0.0102 0.0282
Si 7.7008 1.9998 0.6453 -0.0014 -0.0013 0.0189
Si 7.7123 5.8429 0.6292 0.0174 -0.0164 -0.0085
Si 7.6991 9.6574 0.6788 -0.016 0.0026 -0.0022
Si 11.5194 13.4938 0.6803 0.001 0.0018 0.0139
Si 11.5358 1.9768 0.6217 -0.0186 0.0125 0.0082
Si 11.5548 5.8064 0.6468 0.0236 -0.0187 -0.0015
Si 11.5525 9.6468 0.6585 0.0011 -0.0002 0.0089
Si 1.9221 13.479 2.0465 -0.0029 -0.0095 0.0103
Si 1.9149 1.9733 2.0093 0.0008 -0.0039 -0.0078
Si 1.9469 5.7866 2.0354 -0.0055 -0.0006 -0.0002
Si 1.9318 9.6593 2.0239 0.0015 0.0069 0.0036
Si 5.7816 13.5084 2.0367 0.0036 -0.0086 0.0017
Si 5.7737 1.9833 2.0096 0.0008 -0.0003 -0.0031
Si 5.7832 5.818 1.9941 -0.0165 0.022 -0.0033
Si 5.7713 9.6479 2.0284 0.0027 0.0033 0.0156
Si 9.6178 13.5112 2.0561 0.0033 0.0012 0.0012
Si 9.6241 1.9694 2.0072 0.0023 -0.0023 -0.0059
Si 9.6286 5.8272 2.0086 -0.0034 0.0212 -0.0042
Si 9.6314 9.6339 2.0264 -0.0119 -0.0117 0.0095
Si 13.4585 13.4902 2.0238 -0.0005 -0.0015 0.0062
Si 13.4537 1.9688 2.0022 0.002 -0.0061 -0.002
Si 13.4864 5.8037 2.0004 0.0088 0.0045 0.006
Si 13.476 9.6485 2.0198 -0.0053 0.0017 0.0084
Si 1.9259 15.429 3.3715 0.0088 0.0046 -0.006
Si 1.9274 3.8736 3.3967 0.0055 0.0032 0.0133
Si 1.9303 7.7274 3.3779 -0.0075 -0.002 -0.0054
Si 1.9254 11.5651 3.4071 -0.0032 0.0005 0.0027
Si 5.7761 15.4427 3.3785 0.0047 -0.0023 0.0011
Si 5.7742 3.9013 3.3718 -0.0057 0.0017 0.0004
Si 5.7782 7.7243 3.3835 0.0167 -0.006 0.0098
Si 5.7736 11.5766 3.3874 -0.015 0.0003 0.0006
Si 9.6225 15.4433 3.3931 0.0047 0.0014 0.0038
Si 9.6254 3.8953 3.3658 0.0009 -0.009 -0.0112
Si 9.6261 7.7264 3.3982 -0.0038 -0.0012 0.0127
Si 9.6237 11.567 3.3865 0.0047 0.0054 -0.0028
Si 13.4596 15.4283 3.3673 -0.0039 0.0008 -0.0038
Si 13.4765 3.8862 3.3712 0.0098 0.0109 -0.0055
Si 13.4674 7.7215 3.3745 -0.0142 -0.0038 -0.0003
Si 13.4738 11.5706 3.3855 0.0146 -0.0018 0.0009
Si -0.0006 15.4294 4.7318 -0.0126 0.0045 -0.0041
Si 0.001 3.8823 4.7488 0.005 -0.003 0.0024
Si 0.0042 7.7268 4.7399 -0.001 0.0087 -0.0002
Si -0.0005 11.5733 4.7585 0.0038 0.0042 0.0037
Si 3.8488 15.4309 4.7375 0.0073 0.0002 0.0026
Si 3.8563 3.8833 4.7441 -0.0141 -0.0086 0.0027
Si 3.8506 7.7262 4.7443 0.004 -0.0001 -0.0018
Si 3.8545 11.5758 4.7544 -0.0022 0.0046 0.0017
Si 7.6947 15.4361 4.7465 0.0009 0.0017 -0.0045
Si 7.7012 3.8919 4.7316 0.0004 0.0006 -0.0005
Si 7.6973 7.7276 4.7511 0.0096 -0.002 0.0032
Si 7.6984 11.5735 4.7468 -0.0048 -0.0159 -0.0039
Si 11.5507 15.4295 4.7451 -0.0102 0.0026 0.0028
Si 11.5504 3.8894 4.7299 0.0051 0.0086 -0.0021
Si 11.5546 7.7252 4.7494 0.0033 0.0009 0.0043
Si 11.5502 11.573 4.7444 0.0091 -0.0092 0.0016
Si 0.0027 13.5091 6.1026 0.0075 -0.0035 -0.0002
Si 0.0004 1.9577 6.1068 0.0037 0.0073 0.0012
Si 0.0057 5.8065 6.1074 -0.0083 -0.0018 -0.0015
Si -0.0033 9.6462 6.1116 -0.006 0.002 0.0001
Si 3.8507 13.507 6.1038 -0.0033 -0.006 0.0028
Si 3.8545 1.9621 6.1054 0.0106 0.0097 0.0019
Si 3.8433 5.8036 6.1085 -0.0035 -0.0093 0.0001
Si 3.8512 9.6492 6.1097 0.0021 0.0056 0.0007
Si 7.6974 13.5048 6.1016 0.0067 0.0055 -0.003
Si 7.6974 1.9729 6.1029 -0.0016 -0.0029 0.0023
Si 7.7018 5.8031 6.1091 -0.0038 0.0034 0.0072
Si 7.6959 9.6534 6.1103 -0.0029 -0.0026 0.005
Si 11.5533 13.5011 6.1024 -0.0026 0.0001 -0.0019
Si 11.5544 1.969 6.0984 0.0068 -0.0014 -0.0022
Si 11.5529 5.8007 6.1069 -0.002 -0.0008 0.0057
Si 11.5557 9.6521 6.1067 -0.0024 -0.0046 0.0009
Si 1.9253 13.5071 7.4653 -0.0037 0.01 -0.0015
Si 1.9277 1.9622 7.4625 0.0021 -0.0092 0.0013
Si 1.9219 5.801 7.4785 -0.0021 0.0052 -0.0047
Si 1.922 9.6503 7.466 0.0028 -0.0015 -0.0007
Si 5.7733 13.5046 7.4662 -0.0053 0.0012 0.0005
Si 5.7756 1.9647 7.4687 -0.0089 -0.0024 0.0032
Si 5.7703 5.8 7.4618 0.0036 -0.0007 -0.0039
Si 5.7718 9.6534 7.4733 0.0085 -0.0062 0.0022
Si 9.627 13.5041 7.4568 -0.0023 -0.0039 0.0011
Si 9.6293 1.9679 7.4522 -0.0059 0.0005 -0.0047
Si 9.6304 5.8022 7.4679 0.0108 -0.0042 0.0045
Si 9.6291 9.6547 7.4575 0.0088 0.0044 -0.0026
Si 13.4734 13.5044 7.4737 -0.001 0.0067 0.0011
Si 13.4681 1.9604 7.4754 -0.0159 0.0019 -0.001
Si 13.4739 5.8013 7.473 0.009 -0.0001 -0.0015
Si 13.4678 9.6527 7.4858 0.0002 -0.0025 -0.002
Si 1.9334 15.4309 8.8279 -0.0012 0.0019 -0.0038
Si 1.9209 3.8724 8.8403 -0.0042 0.0045 0.0042
Si 1.9158 7.7312 8.8324 0.0001 0.0022 0.0021
Si 1.9145 11.5786 8.821 -0.0005 0.0039 -0.0043
Si 5.7764 15.4283 8.8292 0.0106 0.0104 -0.0004
Si 5.7693 3.885 8.8339 -0.0007 0.0024 -0.0031
Si 5.7666 7.72 8.821 -0.004 -0.0134 -0.0049
Si 5.7689 11.582 8.8311 -0.0014 -0.0041 -0.0007
Si 9.6354 15.4324 8.8099 0.0019 -0.0026 -0.007
Si 9.6341 3.8759 8.8286 0.0001 -0.0087 -0.0011
Si 9.6309 7.7345 8.8166 -0.0045 0.0078 -0.0014
Si 9.6317 11.5793 8.815 -0.002 -0.0024 -0.0046
Si 13.4715 15.4253 8.842 0.0008 0.0097 -0.0014
Si 13.4777 3.8813 8.841 0.0024 0.008 -0.0024
Si 13.4641 7.7202 8.8383 -0.0021 0.001 0.0003
Si 13.474 11.5849 8.8438 0.0056 -0.0138 0.0042
Si 0.0176 15.4315 10.1974 -0.0098 -0.0054 0.0119
Si 0.0051 3.8562 10.2196 -0.0021 0.0001 0.0072
Si -0.004 7.7233 10.2042 0.0002 -0.0053 0.0045
Si 0.0106 11.578 10.213 -0.007 0.0121 0.0031
Si 3.8518 15.4354 10.1958 0.0067 -0.0111 0.0063
Si 3.8442 3.8789 10.2001 0.0125 0.0053 0.0016
Si 3.8417 7.7275 10.1843 0.0175 0.0045 -0.0012
Si 3.8303 11.5827 10.1814 0.013 0.0018 0.0014
Si 7.7168 15.4307 10.1654 -0.0115 -0.0022 -0.0035
Si 7.7053 3.8806 10.1788 -0.0007 0.0028 0.0006
Si 7.7013 7.7207 10.1592 -0.0005 0.0018 -0.0086
Si 7.7104 11.5749 10.171 -0.0063 -0.0067 -0.0009
Si 11.5414 15.4293 10.1969 -0.0147 0.0054 0.0072
Si 11.5554 3.8815 10.2 -0.0005 -0.0069 0.0038
Si 11.5402 7.7302 10.1981 0.0071 -0.0018 0.0022
Si 11.543 11.5964 10.1959 -0.0043 0.002 0.0031
O 8.2645 11.4869 29.1744 0.1235 0.0972 -0.404
O 3.9312 1.9666 18.3142 -0.3275 0.0804 0.2058
O 11.4236 13.1262 18.3976 0.34 -0.5622 0.3749
O 0.6312 6.6152 23.3159 0.0442 -0.1268 0.5545
O 13.3536 5.8026 17.4298 0.0695 0.01 0.5817
O -1.2616 10.9569 21.7402 0.2768 -0.2374 -0.1612
O 7.1932 9.6673 21.1567 -0.0828 0.1458 -0.0108
O 13.3342 9.7106 17.3404 -0.1124 0.215 0.5285
O 2.2275 13.4045 17.4999 0.0186 0.0929 0.4622
O 1.8736 1.6708 25.6652 0.2178 -0.0034 -0.0819
O 3.5304 5.5838 18.3797 -0.3744 0.1137 0.152
O 3.0759 9.714 26.8104 0.1633 -0.0186 -0.1066
O 0.3563 9.731 18.2529 -0.2576 0.1714 0.2916
O 7.5611 13.751 18.2721 0.1695 0.2866 0.292
O 6.1054 14.3301 20.3405 -0.0975 0.0535 0.3092
O 7.4229 1.9572 18.4881 -0.2148 -0.4029 0.4406
O 11.1034 2.0306 18.4117 -0.3916 0.0398 0.124
O 5.8737 5.8566 17.4175 -0.0199 0.1618 0.5686
O 8.3445 6.3147 18.2124 0.0463 0.4886 0.3272
O 10.7616 9.6706 18.1833 -0.3225 0.123 -0.1633
O 13.3109 13.1324 22.9633 0.1585 0.3551 0.5829
O 6.6548 13.0624 27.0534 -0.3225 0.2402 0.161
O 13.5018 1.9338 17.4019 -0.0609 0.0583 0.3011
O 5.8282 5.9694 27.2294 0.513 0.0938 0.2858
O 10.8974 5.7041 18.3453 0.2445 -0.1124 0.2737
O 9.3342 10.8686 20.1124 0.2361 0.6098 0.0289
O 5.5622 9.6694 17.3393 -0.0847 -0.1601 0.4715
O 13.3025 14.5221 19.6847 0.004 0.5639 -0.1823
O 1.5032 8.9519 22.5714 -0.7243 0.2956 -0.1733
O 1.7803 8.1518 25.0555 -0.3451 0.225 -0.0757
O 4.7205 1.1918 20.6718 -0.1204 0.0731 0.1985
O -0.2723 2.1448 20.913 -0.4949 -0.1351 -0.3017
O 4.375 6.3516 20.7898 0.3082 -0.1437 -0.0399
O 0.4495 15.3654 19.6663 0.3142 -0.1604 -0.1525
O 2.2386 1.832 20.3127 -0.011 0.0972 0.5111
O 10.7969 15.206 19.7947 -0.3943 -0.1469 0.1594
O 1.5205 2.9026 27.9426 0.3684 0.0634 -0.3254
O 7.1697 9.4505 23.8087 0.1258 0.5718 -0.1963
O 0.388 5.802 18.333 0.344 -0.3131 0.0963
O 12.1722 9.8185 25.9403 0.3814 0.2663 -0.582
O 11.0009 14.8354 25.5659 0.3166 0.1056 0.309
O 5.2394 1.855 25.255 -0.0004 0.1134 0.2715
O 12.9072 8.743 22.4101 0.3194 -0.0304 -0.1806
O 9.497 4.3544 25.0169 0.4501 0.2139 -0.1748
O 10.9506 7.0278 22.6341 0.0037 -0.4481 0.4014
O 5.0403 3.5317 27.6825 -0.1468 -0.2606 -0.4915
O 7.3048 3.9721 26.4156 -0.1851 -0.5003 0.145
O 11.7586 16.2142 23.3781 0.2502 -0.6409 -0.408
O 2.0934 11.2953 25.0279 -0.4694 -0.2265 -0.1185
O 9.9436 1.7783 24.9985 -0.4109 -0.357 0.6505
O 10.2801 10.7707 27.5389 -0.199 0.1274 -0.3021
O 5.6857 3.1171 22.9906 -0.1874 0.1635 -0.2556
O 11.5551 13.0384 21.0247 -0.2349 -0.3177 -0.0545
O 12.4737 1.6123 25.763 0.0335 0.4695 -0.4039
O -0.0943 4.4414 22.1394 0.117 -0.0955 -0.373
O 3.8318 8.9671 21.362 0.319 0.298 -0.4047
O 3.2205 3.0778 23.9181 -0.1981 0.4682 -0.2974
O 5.8474 7.7098 22.4083 0.1423 -0.5431 0.0409
O -0.2122 13.2702 21.0509 0.5814 -0.1744 0.1736
O 5.86 8.1831 25.7527 -0.0875 -0.0154 -0.6001
O 9.1943 1.7569 28.5646 -0.1405 0.1319 -0.5831
O 7.1928 3.1716 20.8479 -0.4816 0.3697 0.0162
O 1.9735 5.3912 20.3854 -0.1943 -0.4544 0.2688
O 10.6672 7.6992 26.4035 0.0638 -0.1976 0.0038
O 5.0255 4.4454 25.2026 -0.1142 0.3643 -0.2811
O 12.9075 2.8205 28.0162 -0.3838 0.0429 -0.1603
O 8.4551 7.6688 22.3307 -0.0813 -0.2141 0.2577
O 13.4517 6.2001 22.7079 -0.287 -0.5533 0.2195
O 1.4472 15.6045 27.7882 0.2176 -0.2395 -0.5098
O 0.5425 2.2264 18.3571 0.3179 0.4572 0.0326
O 8.5092 6.3096 26.4536 -0.4628 -0.0215 -0.3209
O 3.287 7.1077 23.1012 0.1985 -0.2757 0.1771
O -0.4908 1.6849 26.7589 -0.1373 0.0838 -0.1319
O -0.2326 13.2051 18.4001 -0.3443 -0.453 0.1959
O 3.6221 7.1833 26.6556 -0.2212 -0.5895 -0.0855
O 9.5478 5.9523 20.6184 0.1563 -0.1977 0.2836
O 12.611 7.5417 24.7373 0.3455 -0.046 0.2208
O 9.5311 4.2387 27.7184 0.3755 0.1397 -0.045
O 13.056 7.8184 27.4208 0.2915 0.1336 -0.2611
O 12.9773 5.4676 28.5682 -0.1456 -0.1383 -0.5213
O 8.9776 3.9852 19.0023 0.2857 -0.0581 -0.1066
O 8.2761 2.8029 23.2368 -0.0908 -0.1798 0.2629
O 2.7028 15.9877 23.429 -0.1533 -0.1342 -0.3247
O 11.7086 11.0898 22.7748 -0.3719 -0.231 0.4425
O 1.7385 11.8885 27.5275 -0.3773 0.1134 -0.426
O 0.4346 12.226 23.3143 -0.2133 -0.0107 0.4428
O 1.5001 5.5206 28.6344 -0.1941 0.1498 -0.3557
O 3.008 9.6748 18.0475 -0.1013 0.2798 0.4307
O 11.2151 12.2418 25.6439 0.0472 -0.1183 -0.3144
O 5.0456 15.7454 27.5171 0.0121 -0.202 -0.271
O 13.0497 15.5162 27.8199 0.0882 -0.2625 -0.2202
O 1.727 7.8012 19.3807 0.0769 -0.2746 0.0815
O 10.1712 8.4216 20.4669 0.1251 -0.0091 -0.3983
O 2.7317 13.4562 23.7181 -0.0368 0.1781 -0.0324
O -0.2312 6.6858 20.7845 -0.4562 0.1672 -0.0776
O 11.877 1.9514 20.9541 0.2667 0.3246 -0.0589
O 12.8118 11.6694 27.6563 0.499 -0.2621 -0.2995
O 8.7939 13.3931 25.4463 -0.0769 -0.1147 -0.0833
O 1.3154 7.9517 27.6454 -0.6741 0.433 -0.0601
O 1.8271 10.2785 20.292 -0.3016 0.6852 -0.1185
O 8.352 8.9089 26.1074 0.0714 0.3441 -0.3072
O 12.0082 10.2211 20.3597 0.1227 0.3107 -0.4686
O 9.318 1.8059 20.3436 -0.0345 -0.3649 0.5936
O 13.5046 2.7104 22.8773 0.0003 0.0802 0.5798
O 0.6971 2.3021 23.3891 -0.1473 -0.177 0.1636
O 7.7768 9.6608 18.5266 0.164 -0.3676 0.1375
O 10.5946 13.3867 23.4427 -0.6129 0.2106 -0.4318
O 6.447 10.7228 25.9956 0.32 -0.1108 -0.3471
O 10.8939 3.2659 23.0484 0.0466 0.6064 -0.1049
O 2.8095 11.2072 22.4946 0.4012 0.1865 -0.2881
O 4.7536 14.6554 22.5114 0.0283 -0.4821 -0.048
O 4.0552 3.751 20.2497 0.1706 -0.1026 0.5473
O 4.9153 13.2146 18.2476 0.0847 -0.2828 0.1308
O 8.7293 14.6432 27.7267 0.1805 -0.2952 0.042
O 6.8202 16.2575 22.108 0.3756 -0.4364 0.3122
O 4.2039 12.0667 26.4487 -0.0178 0.6881 -0.4239
O 6.7421 11.8072 19.7389 -0.4451 0.0749 0.2029
O 4.4343 14.8079 25.1291 -0.0479 -0.3588 0.1873
O 6.9747 15.3137 25.816 0.4489 0.1814 -0.4047

Results
total energy: -86411.514 eV
total energy less fixed offsets of O -438.35, Si -107.03 eV per atom: 1.736 eV
